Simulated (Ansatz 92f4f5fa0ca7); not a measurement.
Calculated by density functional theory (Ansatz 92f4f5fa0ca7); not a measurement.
Periodic cell of 210 atoms, Si128O78P4, from a study of silicon, its oxide and their interface. The atomic structure is a simulated model.
Doubt: the cutoff is far below the 930 eV that the study's wrapper takes by default for these files, so forces and energies are approximate.
This geometry differs little from another in the collection (a relaxation step or a small displacement).

Settings: functional PBE; potential files Ansatz PAW; basis plane waves; wave-function cutoff 580 eV; density cutoff ratio 5; exchange-correlation grid ratio 1; k mesh 1 x 1 x 1, Gamma-centred; self-consistency stop 5e-08 eV per atom in the density residual; occupations fixed; spin none; net charge 0.

Cell vectors (angstrom)
a, 10.938, 0, 0
b, 0, 10.938, 0
c, 0, 0, 31.0301

Atoms and the computed forces on them: element, x, y, z (angstrom), force x, y, z (eV/angstrom)
Si, 10.3495, 0.5992, 23.5365, 0.0331, -0.0345, -0.0416
Si, 5.7389, 10.6698, 23.838, 0.0446, -0.0365, -0.0564
P, 2.1876, 3.3197, 23.6478, 0.1692, -0.0708, -0.2869
Si, 8.735, 2.4742, 23.5984, -0.0309, 0.0685, 0.0409
P, 0.5492, 4.9356, 23.6868, -0.1372, 0.0554, -0.3638
Si, 5.1112, 5.8927, 23.7926, 0.0102, -0.0353, -0.018
Si, 3.3181, 7.5032, 23.5297, -0.0504, 0.0314, -0.0321
Si, 7.4706, 8.9588, 23.7381, -0.0483, 0.0302, -0.0636
Si, 1.2994, 1.4895, 24.7779, -0.0846, -0.0168, 0.1917
Si, 6.9101, 1.4802, 24.8718, -0.0133, -0.0269, 0.0306
Si, 3.996, 4.1128, 24.8996, -0.0896, 0.1255, 0.186
Si, 9.7201, 4.131, 24.9376, -0.0246, -0.0165, 0.277
Si, 1.4302, 6.7355, 24.8096, -0.0076, 0.0618, 0.2337
Si, 6.8171, 6.9776, 24.9457, 0.021, 0.0075, 0.0657
Si, 4.0185, 9.4695, 24.8554, 0.032, 0.0079, 0.0082
Si, 9.4917, 9.6956, 24.7972, -0.0035, -0.0136, 0.0591
Si, 2.685, 0.02, 26.1556, -0.086, 0.0386, -0.0472
Si, 8.1806, 0.0474, 26.2834, 0.0373, 0.0145, 0.0344
Si, 0.0181, 2.7266, 26.3136, -0.1975, -0.2417, 0.1217
Si, 5.4497, 2.7522, 26.2154, -0.0419, 0.0892, -0.0373
Si, 2.7224, 5.4787, 26.3078, 0.2468, 0.1902, 0.1172
Si, 8.2169, 5.5136, 26.2068, 0.0729, -0.0694, -0.0502
Si, -0.021, 8.2184, 26.1284, 0.0484, -0.0456, -0.0706
Si, 5.4174, 8.2452, 26.3274, -0.0117, -0.0336, 0.0376
Si, 4.1018, 1.3673, 27.6118, -0.0732, -0.1949, -0.5
Si, 9.5708, 1.3673, 27.6118, -0.0199, -0.0228, 0.4729
Si, 1.3673, 4.1018, 27.6118, 0.0693, -0.0078, 0.5048
Si, 6.8362, 4.1018, 27.6118, -0.0238, 0.2235, -0.4035
Si, 4.1018, 6.8362, 27.6118, -0.0583, -0.0254, 0.582
Si, 9.5708, 6.8362, 27.6118, 0.197, 0.219, -0.3928
Si, 1.3673, 9.5708, 27.6118, -0.2325, 0.0641, -0.6646
Si, 6.8362, 9.5708, 27.6118, -0.1157, 0.3394, 0.3525
Si, 0, 0, 28.9791, -0.1084, -0.0278, 0.0372
Si, 5.469, 0, 28.9791, 0.0823, -0.0736, 0.0563
Si, 2.7345, 2.7345, 28.9791, -0.0371, 0.0751, 0.0171
Si, 8.2035, 2.7345, 28.9791, 0.0794, -0.0577, 0.0131
Si, 0, 5.469, 28.9791, 0.0717, -0.0451, 0.0076
Si, 5.469, 5.469, 28.9791, 0.0111, 0.0922, 0.0422
Si, 2.7345, 8.2035, 28.9791, 0.0961, -0.0923, 0.0101
Si, 8.2035, 8.2035, 28.9791, 0.015, 0.0721, -0.0024
Si, 1.3673, 1.3673, 30.3463, 0.0616, -0.0435, 0.007
Si, 6.8362, 1.3673, 30.3463, -0.0861, 0.072, -0.0167
Si, 4.1018, 4.1018, 30.3463, 0.0631, -0.0793, 0.0137
Si, 9.5708, 4.1018, 30.3463, -0.0807, 0.0715, -0.0277
Si, 1.3673, 6.8362, 30.3463, -0.0727, 0.0671, -0.0234
Si, 6.8362, 6.8362, 30.3463, 0.0091, -0.0294, 0.0194
Si, 4.1018, 9.5708, 30.3463, -0.0532, 0.0633, -0.0189
Si, 9.5708, 9.5708, 30.3463, 0.0056, -0.0176, 0.0254
Si, 2.7345, 0, 0.6835, 0.0805, -0.0763, 0.0113
Si, 8.2035, 0, 0.6835, -0.0316, 0.0388, -0.0144
Si, 0, 2.7345, 0.6835, -0.0523, 0.0303, -0.0314
Si, 5.469, 2.7345, 0.6835, 0.0818, -0.0572, 0.025
Si, 2.7345, 5.469, 0.6835, -0.0032, 0.0555, -0.0135
Si, 8.2035, 5.469, 0.6835, 0.089, -0.0678, 0.0114
Si, 0, 8.2035, 0.6835, 0.0599, -0.0798, 0.0141
Si, 5.469, 8.2035, 0.6835, -0.0535, 0.0414, -0.0179
Si, 4.1018, 1.3673, 2.0507, -0.0969, 0.0358, -0.0224
Si, 9.5708, 1.3673, 2.0507, 0.0643, -0.0252, -0.0197
Si, 1.3673, 4.1018, 2.0507, -0.0451, -0.1074, -0.0072
Si, 6.8362, 4.1018, 2.0507, -0.0637, 0.1016, -0.0351
Si, 4.1018, 6.8362, 2.0507, 0.077, -0.027, 0.0025
Si, 9.5708, 6.8362, 2.0507, -0.0924, 0.0647, -0.0151
Si, 1.3673, 9.5708, 2.0507, -0.0869, 0.069, -0.0626
Si, 6.8362, 9.5708, 2.0507, 0.0327, -0.037, -0.0018
Si, 0, 0, 3.418, 0.1237, -0.0619, -0.5596
Si, 5.469, 0, 3.418, -0.0187, -0.0523, 0.695
Si, 2.7345, 2.7345, 3.418, -0.1301, -0.3218, -0.2602
Si, 8.2035, 2.7345, 3.418, 0.1258, 0.0129, 0.4207
Si, 0, 5.469, 3.418, -0.0127, -0.192, 0.7126
Si, 5.469, 5.469, 3.418, 0.247, 0.0405, -0.7124
Si, 2.7345, 8.2035, 3.418, -0.0815, 0.0244, 0.3691
Si, 8.2035, 8.2035, 3.418, 0.0896, -0.0381, -0.3609
Si, 1.3836, 1.3034, 4.7602, 0.0151, 0.0155, -0.0348
Si, 6.8815, 1.3554, 4.8443, -0.0525, 0.0419, 0.0468
Si, 4.1375, 4.0881, 4.6818, -0.2267, -0.2102, -0.1653
Si, 9.5891, 4.0469, 4.8863, -0.046, 0.0406, 0.0578
Si, 1.3852, 6.8281, 4.8444, 0.059, -0.0681, 0.0467
Si, 6.8562, 6.8025, 4.7272, 0.2164, 0.2306, -0.1698
Si, 4.0787, 9.5512, 4.8603, 0.0689, -0.0408, 0.0509
Si, 9.6039, 9.5552, 4.7172, -0.019, -0.0176, -0.0446
Si, 2.6671, -0.0333, 6.2558, -0.0234, 0.0147, -0.0657
Si, 8.2869, -0.0846, 6.1543, 0.0149, 0.0152, -0.0379
Si, 0.0645, 2.5834, 6.2245, -0.0092, -0.0232, -0.0594
Si, 5.4605, 2.8185, 6.1111, -0.1003, 0.0794, -0.2274
Si, 2.8773, 5.4122, 6.1038, 0.0555, -0.1771, -0.1703
Si, 8.1143, 5.4653, 6.1981, -0.0542, 0.0533, -0.1943
Si, -0.0598, 8.1985, 6.1642, -0.0029, 0.0284, -0.0169
Si, 5.4718, 8.0573, 6.1269, 0.1404, -0.0977, -0.1352
Si, 3.7273, 1.794, 7.369, 0.0204, -0.0661, -0.0092
Si, 10.0517, 0.7705, 7.5446, 0.0121, -0.0171, 0.0064
Si, 1.9013, 3.6143, 7.3219, -0.0323, 0.0629, 0.0233
P, 6.2904, 4.6036, 7.3393, 0.018, -0.0306, 0.3476
P, 4.6559, 6.2456, 7.3459, -0.0654, 0.1136, 0.2785
Si, 9.0196, 7.3381, 7.388, 0.054, -0.0269, 0.0448
Si, 0.9645, 9.7844, 7.6091, -0.0051, 0.0062, 0.0127
Si, 7.2634, 9.0603, 7.3079, -0.0442, 0.0358, -0.0161
O, 1.2225, 4.3671, 8.6413, -0.0122, -0.0045, 0.0222
O, 4.5045, 1.1569, 8.7031, 0.0064, -0.0248, 0.0608
O, 6.8175, 9.6362, 8.7941, 0.02, -0.0047, 0.0392
O, 9.4641, 7.1708, 8.9756, -0.0112, 0.0279, 0.0127
O, 9.347, 1.3083, 8.9874, 0.0047, -0.0078, 0.0422
O, 1.4915, 8.8604, 8.9623, -0.0081, -0.0206, 0.0296
O, 8.5195, 3.281, 22.1412, -0.0309, -0.0138, -0.0469
O, 10.5102, 11.0711, 21.9474, -0.0281, 0.0009, -0.0558
O, 3.1054, 7.4685, 21.8705, 0.0613, 0.0225, 0.0055
O, 5.832, 5.5022, 22.3478, 0.0046, -0.0054, -0.0638
O, 5.0825, 0.2222, 22.377, -0.0033, -0.0087, -0.0048
O, 7.3783, 8.9286, 22.0717, -0.0041, 0.0077, 0.0108
Si, 3.6568, 7.6652, 15.1973, -0.0004, -0.0156, 0.0132
Si, 6.8697, 9.8517, 10.3992, 0.0136, 0.0039, 0.0378
Si, 6.325, 5.8231, 20.8313, -0.0152, 0.0263, -0.034
Si, 4.2838, 0.3117, 10.0807, -0.0023, 0.0486, 0.0029
Si, 9.9595, 6.995, 10.5074, -0.0159, -0.0111, 0.0427
Si, 1.7528, 2.4949, 14.6097, 0.0077, 0.0094, 0.0052
Si, 2.8811, 6.7304, 12.5227, 0.026, -0.0457, 0.0636
Si, 9.4331, 0.7267, 10.5175, -0.0274, 0.0221, 0.0138
Si, 4.8278, 5.0289, 16.5277, -0.0333, 0.0024, 0.0142
Si, 0.7542, 4.4707, 10.1733, -0.016, -0.0192, 0.0365
Si, 0.7331, 5.062, 14.0099, -0.0033, -0.0089, 0.0155
Si, 2.206, 9.7723, 19.2019, 0.0197, -0.0017, -0.0126
Si, 2.3127, 4.8212, 18.5593, 0.0117, -0.0215, -0.0017
Si, 10.6938, 5.8764, 16.8985, 0.0236, -0.0129, 0.0159
Si, 5.4988, 10.1085, 15.8383, -0.0068, -0.0031, 0.002
Si, 5.2102, 4.6041, 12.3619, 0.0432, -0.0028, -0.0212
Si, 7.6786, 3.7984, 13.9837, -0.0239, 0.0109, -0.0059
Si, 5.3755, 0.9709, 20.9709, 0.0046, 0.0048, -0.0054
Si, 8.0146, 8.366, 20.6882, 0.0315, -0.0221, -0.017
Si, 10.1487, 9.8288, 14.5242, -0.0032, -0.0076, 0.0127
Si, 7.7467, 5.79, 16.389, 0.0061, -0.0075, 0.0006
Si, 7.5658, 8.2294, 14.6494, -0.0133, -0.0259, -0.0195
Si, 10.4878, 10.2029, 20.5694, -0.0086, 0.0064, -0.0224
Si, 9.0417, 1.3428, 18.592, 0.0027, 0.0047, -0.0011
Si, 9.7422, 3.3816, 11.9612, -0.0006, 0.0212, -0.0002
Si, 6.621, 10.3018, 18.7241, -0.0103, 0.0068, -0.011
Si, 2.5001, 8.8062, 10.2883, -0.0308, 0.0227, -0.0106
Si, 3.2946, 1.9034, 19.176, -0.0427, 0.0459, -0.0793
Si, 2.9963, 2.6282, 11.6878, 0.0235, 0.007, 0.009
Si, 7.7118, 3.0655, 20.7327, 0.0241, -0.0007, -0.0161
Si, 1.0928, 8.4641, 16.6037, -0.0019, -0.0229, 0.0061
Si, 0.2301, 9.7353, 11.6394, 0.0095, -0.014, 0.0091
Si, 9.6343, 1.6979, 15.5176, 0.0074, 0.0068, 0.0056
Si, 4.2645, 2.0021, 16.2506, -0.0026, 0.0085, 0.0259
Si, 3.4848, 7.1405, 20.3098, -0.0117, 0.0021, -0.0855
Si, 7.1478, 6.9672, 11.8218, -0.0301, -0.0282, 0.0519
O, 2.8975, 7.336, 10.9721, 0.0512, -0.0502, -0.0684
O, 8.3269, 3.9537, 12.495, 0.0175, -0.0068, -0.0104
O, 1.8623, 4.1248, 14.7319, -0.0021, -0.0034, -0.004
O, 4.1773, 2.0006, 20.5512, -0.0285, 0.0526, 0.0797
O, 9.4833, 1.7749, 11.7798, 0.004, -0.014, 0.0041
O, -0.0291, 7.4644, 17.2435, 0.0002, 0.008, -0.0021
O, 6.7649, 1.789, 21.0802, -0.0154, 0.0042, -0.0222
O, 7.3674, 9.0105, 19.3517, 0.0024, -0.0048, -0.0035
O, 8.2623, 10.5747, 10.8488, -0.0141, 0.0043, -0.0048
O, 4.5498, 6.3146, 15.524, 0.0046, 0.0088, -0.0132
O, 3.194, 1.1995, 10.9147, 0.0076, -0.0114, 0.0012
O, 9.5796, 8.8363, 20.6865, -0.0094, 0.0014, -0.0015
O, 7.0205, 7.3082, 13.4185, 0.0131, 0.0175, 0.0027
O, 10.8572, -0.06, 10.5267, 0.006, -0.005, 0.0034
O, 7.9694, 5.0463, 14.963, 0.0026, -0.0042, 0.0016
O, 7.6723, 6.7648, 20.6784, -0.0132, -0.0107, 0.001
O, 10.4001, 8.3699, 11.2365, 0.0183, 0.0089, -0.0015
O, 8.4115, 2.5227, 14.7583, -0.0044, -0.0047, -0.0034
O, 6.6846, 9.6013, 14.8292, 0.0014, 0.0076, 0.0077
O, 10.0401, 0.2721, 19.3429, 0.0078, 0.0028, -0.001
O, 0.8796, 5.015, 17.752, -0.0275, 0.0162, -0.033
O, 8.7543, 2.647, 19.541, -0.0017, 0.0017, -0.0005
O, 1.9416, 3.7116, 11.0251, 0.0056, 0.0183, -0.0014
O, 2.2631, 7.4827, 16.0247, -0.0043, 0.0043, -0.0052
O, 10.7269, 10.2883, 13.0862, 0.0044, 0.0009, -0.0101
O, 5.5092, 10.7896, 19.8018, 0.0189, -0.0097, -0.0137
O, 5.7115, 10.9443, 10.824, 0.0014, 0.0041, 0.0035
O, 4.2889, 1.8967, 17.8769, 0.0106, -0.0218, -0.0194
O, 5.0343, 6.5725, 20.1138, 0.0173, -0.0053, 0.0088
O, 2.3485, 2.1477, 13.1213, -0.0036, -0.0067, -0.0041
O, 1.6482, 9.5051, 17.7021, 0.0003, 0.0053, 0.0003
O, 1.8292, 9.5243, 11.595, -0.0058, 0.0158, 0.0041
O, 2.5846, 0.4298, 19.219, -0.0019, -0.0337, 0.0169
O, 9.1053, 8.611, 14.308, 0.0128, 0.006, -0.0021
O, 3.4148, 7.8392, 13.5914, -0.008, 0.0068, -0.018
O, 2.7253, 1.8171, 15.7236, 0.0009, -0.0037, -0.0028
O, 2.3348, 3.2502, 19.1011, 0.0099, -0.018, 0.0097
O, 3.7499, 9.7222, 9.7975, -0.0009, -0.0323, 0.0089
O, 3.8782, 5.4633, 12.7374, -0.0368, 0.037, -0.0026
O, 3.3175, 8.589, 19.5221, 0.0006, 0.0071, 0.0036
O, 6.155, 5.6789, 11.5318, -0.0073, -0.0006, -0.0454
O, 4.8012, 3.51, 15.8735, 0.0017, -0.0079, -0.009
O, -0.122, 5.6722, 15.2616, -0.0039, 0.0016, -0.0123
O, 7.6352, 0.5699, 18.3203, -0.0032, -0.0092, -0.0032
O, 0.4784, 9.3591, 15.4079, -0.0027, 0.007, -0.0116
O, 4.2296, 9.1218, 15.6176, 0.0036, 0.0088, -0.0006
O, 0.3534, 6.0269, 10.5149, 0.0172, 0.0042, 0.0103
O, 9.3618, 0.1221, 15.2282, -0.0008, -0.004, -0.006
O, 10.8064, 4.0481, 13.0338, 0.0039, 0.0014, -0.0103
O, 0.2036, 2.0418, 14.9405, -0.0087, -0.0069, -0.0033
O, 9.6138, 1.8955, 17.1532, -0.001, -0.0065, -0.0035
O, 9.1183, 5.5393, 17.2764, -0.0041, 0.0018, 0.0021
O, 6.0825, 3.903, 13.576, 0.0017, -0.0078, 0.0209
O, 6.8271, 4.3635, 20.2607, 0.0016, 0.0017, -0.0042
O, 2.4539, 5.9741, 19.7355, 0.0119, 0.0167, 0.0163
O, 3.655, 5.0474, 17.653, 0.0099, 0.0004, -0.0323
O, 1.0381, 9.611, 20.3174, -0.0081, -0.0043, 0.0069
O, 10.2465, 3.7518, 10.4542, 0.001, 0.0041, 0.0049
O, 4.5021, 3.3066, 11.6291, -0.0267, -0.0414, -0.0148
O, 1.4054, 6.2287, 13.0813, 0.0005, 0.007, -0.0167
O, 6.367, 5.2433, 17.1047, 0.0061, 0.0013, 0.0043
O, 8.6538, 6.5015, 11.3688, 0.0299, -0.0024, -0.0202
O, 7.5414, 7.3788, 16.0466, 0.001, 0.0098, 0.003
O, 5.1593, 0.7683, 15.6175, 0.0051, -0.0072, -0.0083
O, 5.887, 9.8309, 17.3806, 0.0022, -0.0013, 0.0022
O, 6.7178, 8.3622, 11.0667, -0.0107, 0.0281, -0.025

Results
free energy: -128752.851 eV
free energy less fixed offsets of O -568.88, P -755.39, Si -635.61 eV per atom: -0.571 eV

The program warned: the cutoff lies below the one the program advises for these potential files; the forces do not sum to zero within the program's tolerance; the exchange-correlation potential is rough where the density is thin.
